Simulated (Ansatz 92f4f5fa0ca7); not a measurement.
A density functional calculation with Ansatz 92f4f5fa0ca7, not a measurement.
Periodic cell of 234 atoms, Si134O100, from a study of silicon, its oxide and their interface. The atomic structure is a simulated model.

Settings: functional r2SCAN; potential files Ansatz norm-conserving; basis plane waves; wave-function cutoff 1300 eV; density cutoff ratio 4; exchange-correlation grid ratio 1; k mesh 2 x 2 x 1, shifted by 0.5 0.5 0.5 of a step; self-consistency stop 5e-08 eV per atom in the density residual; occupations Fermi-Dirac, 0.05 eV; spin none; net charge 0.

Cell vectors (angstrom)
a, 11.5403, 0, 0
b, 0, 15.3871, 0
c, 5.8539, -5.586, 22.3876

Atoms and the computed forces on them: element, x, y, z (angstrom), force x, y, z (eV/angstrom)
Si, 1.3616, -2.4304, 0.0483, 0.0876, -0.2261, 0.0212
Si, 1.5526, 1.9524, 0.1542, 0.0601, 0.0518, -0.5842
Si, 1.4838, 5.0707, 0.3419, 0.1937, 0.0197, -0.9475
Si, 1.4028, 9.8251, 0.048, 0.019, 0.1814, -0.171
Si, 5.2374, -1.5362, -0.0637, -0.1305, 0.1263, -0.468
Si, 5.2504, 1.5637, -0.1668, -0.0763, -0.2209, -0.4941
Si, 5.3686, 5.9584, -0.2993, -0.1149, 0.2114, -0.5099
Si, 5.343, 9.0824, -0.1973, -0.1109, -0.0856, -0.3919
Si, 8.9288, -1.163, -0.3317, 0.0853, 0.059, -0.4811
Si, 9.2008, 1.8335, 0.2949, -0.0569, 0.0584, -0.9311
Si, 9.464, 4.8411, -0.0505, 0.1361, -0.1642, -0.8005
Si, 9.1662, 9.3111, -0.3467, 0.1213, -0.0529, -0.4207
Si, 3.3625, -1.9169, 1.2881, -0.0851, -0.075, -0.3208
Si, 3.4843, 1.7906, 1.4061, 0.1532, 0.0064, -0.282
Si, 3.5586, 5.5725, 1.2742, -0.0225, -0.029, -0.2085
Si, 3.452, 9.3522, 1.1873, -0.102, 0.0886, -0.3198
Si, 7.2045, -1.8655, 1.1788, -0.0677, -0.0791, -0.0889
Si, 7.1387, 1.8466, 1.3336, -0.1536, -0.215, -0.3069
Si, 7.3602, 5.576, 1.0234, 0.0754, 0.0052, -0.132
Si, 7.2783, 9.4064, 1.0884, -0.0322, 0.0028, -0.0575
Si, 10.8451, -1.9688, 1.0974, -0.0419, 0.0626, -0.4068
Si, 11.1631, 1.6918, 1.4904, 0.0912, 0.1082, -0.191
Si, 11.1037, 5.3274, 1.5807, -0.0942, -0.057, -0.0617
Si, 10.9715, 9.2355, 1.1754, 0.1597, -0.0486, -0.0703
Si, 3.3816, -0.0986, 2.7496, -0.0393, -0.1911, 0.0492
Si, 3.5526, 3.7084, 2.7004, -0.0062, 0.0913, 0.1301
Si, 3.432, 7.4912, 2.6239, 0.0154, 0.102, -0.0687
Si, 3.4272, 11.3765, 2.4729, 0.0745, -0.0472, 0.2963
Si, 7.2142, -0.0772, 2.6896, -0.0826, 0.0933, 0.1292
Si, 7.2031, 3.7728, 2.6105, 0.0646, 0.0772, -0.0003
Si, 7.3348, 7.5034, 2.5078, -0.0349, -0.0378, -0.1148
Si, 7.2505, 11.4005, 2.4349, 0.0639, 0.1477, -0.1602
Si, 11.0684, -0.2429, 2.7135, 0.0481, -0.1313, 0.0402
Si, 11.1578, 3.5118, 2.9283, -0.0034, -0.0128, 0.341
Si, 11.0795, 7.4104, 2.6614, -0.0174, 0.1483, 0.0005
Si, 10.976, 11.3326, 2.4245, -0.2395, -0.007, 0.3085
Si, 1.4531, -0.1639, 4.0735, -0.0243, 0.0314, -0.0351
Si, 1.6365, 3.6466, 4.0982, -0.0159, 0.0359, -0.0868
Si, 1.5059, 7.5147, 3.9721, 0.0696, -0.0246, 0.0715
Si, 1.4477, 11.366, 3.8428, 0.0688, 0.0396, -0.2852
Si, 5.3213, -0.1074, 4.0694, 0.1452, -0.01, -0.0336
Si, 5.3935, 3.7579, 4.1083, -0.084, -0.03, 0.0444
Si, 5.3945, 7.5271, 3.9425, -0.012, -0.0714, 0.0427
Si, 5.3444, 11.356, 3.8709, -0.2822, 0.0248, -0.1562
Si, 9.1458, -0.1601, 4.0646, -0.1335, -0.1098, -0.0081
Si, 9.1041, 3.63, 4.0364, 0.0578, 0.0409, -0.0386
Si, 9.152, 7.5097, 4.0058, -0.0126, -0.0499, 0.0501
Si, 9.1132, 11.3364, 3.905, 0.3222, 0.0256, -0.2477
Si, 1.4808, 13.2493, 5.296, 0.0271, -0.0521, 0.1737
Si, 1.5572, 1.7538, 5.4657, 0.0101, -0.0002, -0.0495
Si, 1.5722, 5.6091, 5.3522, -0.0492, 0.006, 0.1492
Si, 1.4888, 9.4788, 5.2979, -0.0641, 0.006, -0.0954
Si, 5.3472, 13.2645, 5.2419, 0.0571, -0.0339, 0.1617
Si, 5.3375, 1.8236, 5.4459, 0.0596, 0.0015, -0.1514
Si, 5.3674, 5.6826, 5.4414, -0.0192, 0.0472, 0.1533
Si, 5.3381, 9.4545, 5.3269, 0.031, 0.059, -0.1309
Si, 9.155, 13.2149, 5.3191, 0.0064, -0.0241, 0.245
Si, 9.1665, 1.7619, 5.4272, -0.109, -0.0071, -0.0158
Si, 9.1171, 5.5707, 5.3455, 0.0075, 0.0279, 0.1762
Si, 9.1366, 9.458, 5.3626, 0.0074, 0.0455, -0.1234
Si, 3.4547, 13.3976, 6.6076, 0.0307, 0.1345, -0.1898
Si, 3.4575, 1.8003, 6.8682, -0.0728, 0.1024, 0.0674
Si, 3.4248, 5.6826, 6.8249, 0.0833, 0.0779, 0.0177
Si, 3.3938, 9.515, 6.7217, 0.0228, -0.0483, 0.0241
Si, 7.2, 13.1314, 6.6701, 0.1079, -0.0651, -0.3004
Si, 7.2545, 1.7923, 6.7668, -0.0497, 0.0846, 0.1105
Si, 7.2737, 5.6262, 6.8515, -0.0298, -0.1419, -0.0267
Si, 7.2167, 9.4432, 6.7554, -0.0025, 0.0091, 0.0195
Si, 11.1186, 13.2093, 6.7009, -0.151, 0.0173, -0.2348
Si, 11.1296, 1.8145, 6.7342, 0.0444, 0.1729, -0.0808
Si, 11.1168, 5.5406, 6.5754, 0.0134, -0.1, -0.3336
Si, 11.1147, 9.414, 6.6777, 0.0508, 0.1563, -0.039
Si, 3.536, -0.1439, 8.1643, 0.112, -0.1964, 0.2524
Si, 3.4372, 3.7375, 8.2351, -0.12, 0.0342, 0.1054
Si, 3.3563, 7.6478, 8.2169, -0.1456, -0.1414, 0.0581
Si, 3.4032, 11.5466, 7.9421, -0.1163, -0.0457, 0.2335
Si, 7.2306, -0.2539, 7.8157, 0.0585, 0.0479, 0.0611
Si, 7.2717, 3.6449, 8.2496, -0.0124, 0.0697, 0.087
Si, 7.269, 7.6083, 8.1932, 0.17, -0.1517, 0.1227
Si, 7.1047, 11.2725, 8.2195, -0.1535, 0.1257, 0.355
Si, 11.2051, -0.1368, 7.962, -0.1086, -0.1535, 0.1665
Si, 11.1378, 3.7517, 8.0638, -0.0447, 0.0151, 0.1747
Si, 11.1085, 7.4146, 7.8853, -0.0227, 0.0729, 0.1655
Si, 11.0886, 11.261, 8.1352, 0.0489, 0.0377, 0.3073
Si, 1.529, 14.944, 9.3544, -0.0808, -0.0504, 0.6912
Si, 1.4525, 4.076, 9.4811, -0.0026, 0.178, 0.6546
Si, 1.3168, 7.1966, 9.4168, 0.0367, -0.0529, 0.6776
Si, 1.5199, 11.8409, 9.3023, -0.0002, -0.0405, 0.6434
Si, 5.5902, 14.9113, 9.422, 0.3477, -0.0251, 0.5623
Si, 5.3537, 4.0325, 9.6117, 0.1259, 0.0321, 0.426
Si, 5.3197, 7.2855, 9.4836, 0.0075, -0.0283, 0.4567
Si, 5.1177, 11.8039, 9.5245, 0.0239, -0.0018, 0.5971
Si, 9.1761, 14.8416, 9.014, -0.0744, -0.0905, 0.4595
Si, 9.2658, 4.1099, 9.4327, 0.0345, 0.0946, 0.8144
Si, 9.3084, 7.2226, 9.35, -0.058, -0.0674, 0.7008
Si, 9.0971, 11.6686, 9.4356, 0.2002, 0.4907, 0.3274
Si, 9.4298, 7.8752, 16.1734, 0.1308, -0.0881, 0.0016
Si, 2.6523, 2.6861, 14.0712, -0.0697, 0.0851, 0.3209
Si, 7.6724, 0.2961, 11.4966, 0.0247, -0.2524, 0.3193
Si, 10.7081, 5.8946, 20.1892, 0.2203, 0.0338, -0.2377
Si, 9.5393, 10.8729, 12.3569, 0.0408, 0.0216, 0.5929
Si, 5.1162, 4.1699, 12.6329, -0.0049, 0.0225, 0.4537
Si, 9.3889, 3.1455, 15.0794, 0.095, 0.1497, 0.2708
Si, 10.5785, 11.3527, 15.1024, -0.0107, 0.0818, -0.0292
Si, 6.9198, 1.5304, 15.6263, -0.1527, 0.0332, 0.1946
Si, 5.8896, 0.4023, 20.4115, 0.0735, 0.093, -0.3104
Si, 5.3413, 7.2925, 12.4864, 0.0173, -0.0026, 0.6201
Si, 2.6304, 1.5222, 16.8432, -0.1694, -0.1548, -0.0688
Si, 12.8567, 5.9296, 18.118, 0.0074, -0.0019, -0.4529
Si, 3.0241, 13.8938, 16.5743, -0.0939, -0.1678, 0.0178
Si, 7.5102, 8.9602, 13.8088, -0.0539, 0.0471, 0.4443
Si, 9.6799, 2.386, 12.1298, -0.0604, 0.0872, 0.3938
Si, 6.7591, 4.2958, 15.2169, -0.0959, 0.2471, 0.2854
Si, 4.2946, 2.5384, 19.3655, 0.0758, 0.1765, -0.4851
Si, 9.9451, 10.4258, 17.6754, 0.0597, -0.2465, -0.2595
Si, 7.4929, -1.8538, 19.0297, 0.0395, -0.2163, -0.6642
Si, 6.222, 14.2563, 16.5953, -0.0064, -0.2387, 0.0175
Si, 6.9434, 6.531, 17.1066, -0.1235, 0.0615, -0.4224
Si, 12.2755, 3.6769, 16.0993, -0.0584, 0.1041, 0.0184
Si, 7.5682, 10.7246, 19.7221, -0.0503, 0.0365, -0.5016
Si, 11.66, 8.3644, 14.4497, 0.1737, -0.109, 0.4738
Si, 10.607, 13.5872, 19.8846, -0.0769, -0.0132, -0.4119
Si, 1.0874, 1.7237, 11.6137, 0.1482, -0.1601, 0.2174
Si, 3.124, 11.0878, 11.7148, -0.0622, 0.0631, 0.3617
Si, 3.1033, 8.8486, 13.9624, -0.0912, -0.1282, 0.6252
Si, 3.8453, 13.0785, 13.8452, 0.1121, 0.1112, 0.3925
Si, 3.7612, 5.2348, 19.6361, 0.0511, -0.0191, -0.3978
Si, 6.2523, 14.7614, 13.7715, -0.1067, -0.1535, 0.2147
Si, 12.0472, 12.4269, 17.373, 0.4268, -0.2075, -0.2422
Si, 5.6297, 9.303, 17.8241, -0.1534, 0.1096, -0.354
Si, 3.2827, 7.8838, 18.9976, 0.1, 0.2724, -0.6309
Si, 11.0577, 8.5291, 11.5247, -0.0305, -0.1029, 0.4799
Si, 7.5719, 5.7897, 19.9949, -0.1195, -0.0499, -0.6249
Si, 5.1267, 10.525, 15.2244, 0.0339, 0.0449, 0.2292
O, 1.345, -2.6191, -1.6056, 0.0204, -0.1232, 0.6267
O, 7.04, 0.6063, 21.5363, -0.0647, -0.3352, 0.2165
O, 7.6651, 10.5804, 21.3402, -0.1077, 0.534, 0.4868
O, 9.0208, -1.6377, 19.5227, 0.1049, -0.068, 0.22
O, 13.5949, 7.3966, 18.0117, 0.2076, -0.1489, 0.4999
O, 9.0146, 10.7705, 18.9543, -0.2359, 0.0361, 0.2967
O, 4.1628, 7.7465, 13.4921, 0.2111, 0.0774, -0.382
O, 11.5024, 10.9382, 17.8876, -0.2137, 0.3454, -0.0542
O, 5.1602, -2.5991, -1.3016, 0.0288, -0.0035, 0.0903
O, 11.2364, 4.5481, 20.9319, -0.0783, 0.0229, 0.157
O, 4.7747, 14.296, 13.2884, 0.1329, -0.1541, 0.0372
O, 5.6937, 1.7962, 19.6404, -0.1925, -0.1457, 0.2024
O, 9.1615, 5.7232, 19.8561, -0.0706, 0.084, 0.2
O, 5.2546, 5.112, -1.7075, -0.0384, -0.0539, 0.3578
O, 5.3168, 7.54, -0.8248, 0.1224, -0.1493, 0.7575
O, 6.4584, -0.6861, 19.3833, -0.0999, 0.154, 0.393
O, 6.2798, 15.8718, 10.6353, -0.2624, -0.3796, -0.2464
O, 9.1629, 0.4633, -0.6601, -0.0641, -0.3286, 0.6887
O, 9.3184, 3.2516, -0.5883, -0.1168, 0.3994, 0.8693
O, 10.1093, 5.5632, -1.3965, 0.0228, -0.1327, 0.3481
O, 3.77, 9.6276, 15.2232, 0.0931, 0.0254, -0.3494
O, 4.3345, 6.6392, 19.0846, -0.3285, -0.0794, 0.3415
O, 1.3517, 3.1303, 10.8296, -0.0171, 0.0201, -0.2875
O, 11.0436, 1.5211, 11.92, 0.0727, 0.1621, -0.1124
O, 1.4305, 5.6514, 10.0518, -0.0109, -0.018, -0.7599
O, 6.2022, 5.6301, 15.9557, 0.2572, -0.1297, 0.0713
O, 8.5277, 6.6874, 16.7676, -0.1823, 0.1482, 0.0707
O, 0.8679, 8.163, 10.6986, 0.0863, -0.2533, -0.4242
O, 8.3815, 9.7992, 12.7422, 0.1911, 0.1355, -0.137
O, 12.83, 2.4289, 16.9979, 0.2232, 0.1108, -0.2048
O, 1.9053, 10.9942, 10.6625, -0.0527, 0.2573, -0.3775
O, 8.2632, 1.5905, 12.2744, 0.0938, -0.0204, -0.2968
O, 5.4073, 5.6654, 9.6803, -0.0783, 0.0072, 0.0997
O, 5.3409, 3.4496, 11.1876, 0.0015, 0.2841, -0.8373
O, 4.567, 11.047, 10.9203, 0.0442, 0.2627, -0.4531
O, 2.8843, 9.853, 12.7255, 0.1017, 0.1519, -0.2678
O, 1.7303, 8.1653, 14.4901, -0.045, 0.2269, -0.2919
O, 5.4453, 13.3638, 10.0181, -0.1167, 0.025, -0.4718
O, 9.2538, 13.2327, 9.0521, -0.017, -0.0224, 0.2637
O, 9.0184, 11.7338, 11.0982, -0.0119, -0.2834, -0.7941
O, 5.0173, 5.7354, 12.319, 0.0155, 0.0117, 0.0771
O, 5.0559, 2.5176, -1.5105, 0.0255, -0.0636, 0.3384
O, 9.7239, 8.0803, 10.7072, -0.0297, -0.1673, -0.5019
O, 9.1656, 5.6845, 9.93, 0.0697, -0.063, -0.6924
O, 1.3648, 13.3906, 9.886, 0.2032, -0.1829, -0.6709
O, 6.8521, -3.2353, 19.5478, 0.1706, 0.0403, -0.006
O, 6.3648, 4.0801, 13.6647, -0.186, -0.0462, -0.1609
O, 6.8063, 7.6445, 13.1471, -0.2756, 0.0421, -0.2377
O, 8.9333, 15.2841, 10.57, -0.0875, -0.0058, -0.3801
O, 1.4329, -3.9966, 0.5884, -0.0121, 0.0111, -0.4834
O, 7.3569, 14.5352, 12.6163, -0.09, 0.4491, -0.3882
O, 8.4907, -1.6668, -1.858, 0.2066, 0.0382, 0.4909
O, 11.5698, 12.481, 15.782, -0.1839, -0.2578, 0.2863
O, 9.442, 11.1244, 16.27, 0.3285, -0.1009, 0.1658
O, 2.8419, 13.6648, 14.9744, 0.2675, -0.1039, -0.048
O, 9.9151, 11.7897, 13.6789, -0.0136, -0.3893, -0.2946
O, 11.3891, 13.4667, 18.4447, -0.2607, -0.0888, 0.4849
O, 8.5211, 8.5821, 15.0196, -0.0322, -0.0441, -0.0981
O, 8.5478, 1.7812, 15.4866, -0.179, 0.283, -0.1675
O, 3.7604, 5.181, 21.2717, -0.0853, -0.3063, -0.1016
O, 7.361, -1.9405, 17.4072, -0.1276, 0.1854, 0.5584
O, 1.4783, 3.5462, -0.4003, 0.1137, -0.0246, 0.7147
O, 4.6532, 4.0705, 18.9695, -0.2768, -0.1288, 0.3592
O, 6.6289, 13.8696, 15.0682, -0.2293, 0.382, -0.0694
O, 6.2722, 0.9449, 14.2346, 0.1345, -0.187, 0.103
O, 8.3733, 4.3907, 15.2824, -0.0935, -0.3794, -0.0934
O, 3.4042, 2.6288, 20.7619, 0.1004, 0.3802, 0.4738
O, 5.2737, 7.9591, 11.0023, 0.0362, -0.2385, -0.5527
O, 6.889, 5.7924, 18.534, 0.1814, 0.1024, 0.3993
O, 1.5721, 0.4705, 10.7124, -0.072, 0.0829, -0.3378
O, 10.8665, 7.4261, 15.5328, -0.1867, 0.3766, -0.1756
O, 6.1753, 7.966, 17.072, 0.0552, -0.0201, 0.261
O, 9.5136, 3.3631, 10.8663, -0.0562, 0.0539, -0.3444
O, 10.8834, 10.1126, 11.835, -0.0489, 0.008, -0.1472
O, 5.2601, -0.0017, -0.7375, 0.045, -0.1094, 0.6747
O, 4.7666, 11.9539, 14.5848, -0.1991, 0.0813, -0.2084
O, 6.3067, 9.9057, 14.3242, 0.0942, -0.1567, -0.0815
O, 6.2467, 2.963, 16.0106, 0.3158, -0.0217, -0.3441
O, 11.1199, 7.855, 13.0083, 0.0006, 0.3129, -0.4912
O, 10.6788, 3.4307, 16.0132, 0.0222, -0.0472, -0.2306
O, 9.8151, 8.8341, 17.4324, -0.0959, 0.1873, -0.1367
O, 3.8065, 3.5758, 13.3809, 0.1757, 0.0175, -0.2469
O, 12.6644, 5.1286, 16.7225, 0.04, -0.1084, 0.3098
O, 5.6242, 10.5574, 16.7759, -0.0139, -0.286, 0.0051
O, 4.1, 9.1192, 18.3513, 0.0477, -0.2951, 0.2063
O, 1.9887, 1.6957, 12.9738, -0.2372, 0.1297, -0.3718
O, 9.8877, 3.1438, 13.5463, -0.1245, -0.193, -0.3087
O, 3.0298, 12.4547, 12.6073, 0.1266, -0.3858, -0.3181
O, 4.639, 13.8913, 16.9312, 0.0611, 0.1516, -0.1205
O, 13.6664, 12.7415, 17.3483, -0.2107, 0.1113, -0.1177
O, 6.5033, 0.4735, 16.7855, 0.0145, -0.1282, -0.3172
O, 1.4672, 3.6534, 14.6463, 0.1428, -0.3354, 0.022
O, 11.3969, 6.1061, 18.7461, -0.066, -0.1072, 0.4923
O, 2.3354, 15.3175, 16.9353, 0.1827, 0.0827, -0.0571
O, 3.5762, 1.8361, 18.1054, 0.149, 0.1881, 0.4018
O, 3.2549, 1.8537, 15.3584, -0.2209, 0.1613, -0.0346
O, 11.3611, 9.9357, 14.8209, -0.1336, -0.0304, -0.1274
O, 6.6217, 9.6013, 19.0606, 0.1588, 0.0806, 0.2003
O, 13.7654, 5.0316, 19.1259, 0.1984, 0.2347, 0.098
O, 1.2639, 10.0182, -1.6006, 0.0271, 0.1132, 0.6734

Results
free energy: -62193.847 eV
free energy less fixed offsets of O -463.61, Si -117.95 eV per atom: -27.547 eV
pressure: -1.40 GPa
stress xx, yy, zz, yz, xz, xy (GPa, positive in tension): 1.2, 0.8, 2.2, 0.36, 0.16, 0.76
